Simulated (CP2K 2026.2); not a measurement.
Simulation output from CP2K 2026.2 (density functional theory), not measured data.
Periodic cell of 525 atoms, Si368O157, from a study of silicon, its oxide and their interface. The atomic structure is a simulated model.
Doubt: the forces sum to 1.22 eV/angstrom along one axis rather than to zero, so they err by at least 0.0023 eV/angstrom per atom on average; the grid cutoff is modest.

Settings: functional PBE; method Gaussian and plane waves; basis set DZVP-MOLOPT-SR-GTH; pseudopotentials GTH-PBE; grid cutoff 350 Ry, relative cutoff 50 Ry; k points Gamma only; occupations fixed; spin none; net charge 0.

Cell vectors (angstrom)
a 15.3871 0 0
b 0 15.3871 0
c 5.786 4.4125 39.3614

Atoms and the computed forces on them: element, x, y, z (angstrom), force x, y, z (eV/angstrom)
Si 17.126 4.667 31.197 0.244 -0.17 0.663
Si 16.831 7.7 31.156 0.28 0.245 0.608
Si 17.255 12.686 31.217 0.219 -0.181 0.674
Si 17.986 15.97 33.425 0.007 0.009 0.073
Si 5.135 4.384 33.351 -0.005 0.017 0.077
Si 6.064 8.36 31.183 -0.328 -0.077 0.531
Si 6.151 11.514 30.591 -0.007 0.014 0.137
Si 6.583 16.368 30.737 -0.07 -0.046 0.088
Si 9.425 4.178 31.339 0.329 0.086 0.629
Si 9.125 8.422 31.285 0.324 -0.208 0.584
Si 9.155 11.622 31.05 0.122 0.308 0.683
Si 9.582 16.406 31.101 0.3 -0.207 0.654
Si 13.947 4.173 31.367 -0.298 0.102 0.563
Si 13.934 8.557 31.403 -0.371 -0.172 0.425
Si 14.338 11.512 30.911 -0.075 -0.069 0.074
Si 13.904 16.46 31.239 -0.27 -0.101 0.708
Si 6.38 4.136 31.389 -0.326 0.099 0.578
Si 4.976 8.236 33.249 -0.04 -0.048 0.099
Si 4.958 12.117 33.414 -0.212 -0.073 0.704
Si 5.02 15.875 33.326 -0.214 0.147 0.599
Si 9.799 17.877 34.585 -0.07 0.017 -0.019
Si 10.273 8.218 33.313 0.02 0.025 0.06
Si 10.111 12.11 33.216 0.029 -0.032 0.021
Si 10.401 15.997 33.261 0.05 -0.038 0.059
Si 12.864 4.432 33.417 -0.017 -0.046 0.028
Si 12.695 8.257 33.343 -0.051 0.004 0.074
Si 13.304 14.039 34.528 0.053 -0.003 -0.072
Si 12.845 16.017 33.315 0 0.049 -0.01
Si 18.103 4.397 33.298 0.009 -0.001 0.068
Si 17.92 8.246 33.208 -0.017 -0.003 0.008
Si 17.948 12.17 33.385 0.032 0.001 0.051
Si 5.692 17.34 28.186 -0.093 -0.133 0.005
Si 5.635 6.35 34.552 0.078 -0.007 -0.077
Si 5.58 10.14 34.548 0.043 0.014 -0.107
Si 5.613 14.018 34.636 0.06 -0.017 -0.041
Si 5.673 17.823 34.567 0.03 -0.014 -0.086
Si 9.749 6.323 34.596 -0.033 -0.01 -0.054
Si 9.667 10.178 34.543 -0.041 0.001 -0.031
Si 9.68 14.068 34.48 -0.042 -0.007 -0.087
Si 10.455 4.425 33.383 0.023 0.008 0.084
Si 13.355 6.379 34.623 0.029 0.009 -0.077
Si 13.237 10.221 34.551 0.056 -0.015 -0.061
Si 12.574 12.142 33.281 -0.234 -0.03 0.616
Si 13.363 17.886 34.666 0.063 0.009 -0.002
Si 17.453 6.332 34.545 -0.036 0.012 -0.03
Si 17.337 10.173 34.494 -0.071 0.004 -0.086
Si 17.387 14.058 34.665 -0.051 0.009 0.005
Si 17.455 17.916 34.603 -0.085 -0.011 -0.054
Si 19.232 6.344 36.07 0.005 -0.001 -0.07
Si 19.148 10.166 36.028 -0.042 0.032 -0.035
Si 19.202 14.039 36.139 -0.037 -0.011 -0.031
Si 19.262 17.872 36.089 -0.012 -0.036 -0.042
Si 7.682 6.342 35.779 -0.015 -0.005 0.016
Si 7.633 10.162 35.773 0.005 0.005 0.001
Si 7.68 14.052 35.791 -0.003 0.008 -0.016
Si 7.722 17.868 35.779 0.011 0.011 0.012
Si 11.538 6.357 36.106 -0.003 -0.001 -0.036
Si 11.46 10.213 36.067 -0.036 0.007 -0.025
Si 11.483 14.051 36.014 -0.013 -0.016 -0.014
Si 11.547 17.882 36.136 0.014 -0.002 -0.069
Si 15.413 6.352 35.795 0.016 -0.008 0.008
Si 15.309 10.195 35.752 -0.009 0.003 0.011
Si 15.325 14.037 35.811 -0.011 -0.004 0.005
Si 15.414 17.897 35.834 -0.004 0.002 0.013
Si 19.241 4.42 37.391 0.012 -0.004 0.001
Si 19.2 8.268 37.383 0.015 0.003 0.007
Si 19.194 12.077 37.385 0.005 0.025 0.026
Si 19.221 15.968 37.43 0.005 -0.017 0.035
Si 7.684 4.413 37.177 0.004 -0.001 0.001
Si 7.67 8.259 37.19 0.011 -0.008 0.006
Si 7.669 12.103 37.165 -0.011 0.013 0.004
Si 7.694 15.963 37.2 -0.011 -0.008 0.014
Si 11.533 4.434 37.421 -0.005 -0.013 0.015
Si 11.509 8.29 37.397 0.01 0.035 0.008
Si 11.491 12.141 37.366 0.017 -0.014 0.024
Si 11.517 15.938 37.401 -0.002 -0.012 0.001
Si 15.387 4.438 37.21 -0.014 -0.008 0.011
Si 15.368 8.282 37.179 -0.012 0.011 0.003
Si 15.345 12.103 37.182 0.004 -0.007 0.021
Si 15.37 15.96 37.21 -0.001 0 0.009
Si 5.817 4.421 38.652 0.016 -0.002 0.016
Si 5.788 8.268 38.642 0.021 0.002 0.013
Si 5.792 12.1 38.632 -0.004 0.01 -0.004
Si 5.816 15.963 38.663 -0.005 0.003 0.008
Si 9.551 4.425 38.655 -0.018 0.003 0.005
Si 9.543 8.269 38.655 -0.019 0.012 0.016
Si 9.534 12.116 38.642 -0.005 -0.01 0.016
Si 9.555 15.953 38.665 -0.011 0.01 0.02
Si 13.506 4.43 38.665 0.013 -0.011 0.015
Si 13.488 8.277 38.642 0.02 0 0.006
Si 13.466 12.116 38.633 0.009 -0.01 0.009
Si 13.489 15.954 38.657 0.012 0.011 0.01
Si 17.267 4.424 38.654 -0.025 -0.007 0.005
Si 17.237 8.273 38.649 -0.016 0.006 0.008
Si 17.226 12.103 38.645 -0.01 0.005 0.014
Si 17.243 15.957 38.67 -0.006 -0.017 0.01
Si 15.302 1.907 11.542 0.009 0.002 -0.025
Si 15.327 5.758 11.508 0.005 0.002 -0.01
Si 15.299 9.627 11.529 -0.003 -0.005 -0.002
Si 15.352 13.485 11.541 0.008 -0.008 -0.022
Si 3.831 1.923 11.521 -0.003 -0.004 -0.005
Si 3.806 5.782 11.53 0.015 0.009 -0.014
Si 3.836 9.624 11.522 -0.005 -0.01 -0.007
Si 3.81 13.477 11.536 -0.014 0 -0.005
Si 7.622 1.92 11.57 0.021 0.002 0.001
Si 7.68 5.801 11.566 -0.001 -0.01 -0.007
Si 7.649 9.63 11.58 -0.007 -0.002 0.003
Si 7.665 13.469 11.592 0.012 0 0.002
Si 11.527 1.916 11.556 -0.022 0.01 -0.014
Si 11.501 5.768 11.549 -0.004 -0.005 -0.012
Si 11.551 9.636 11.541 0.009 0.003 0.005
Si 11.513 13.485 11.559 -0.021 0.004 -0.007
Si 13.417 1.898 12.979 0.003 -0.015 0.071
Si 13.427 5.785 12.895 0.031 0.011 -0.008
Si 13.426 9.622 12.992 0.013 0.004 -0.016
Si 13.442 13.453 12.913 -0.006 0.005 -0.016
Si 17.266 1.863 12.815 0.003 -0.002 -0.041
Si 17.245 5.7 12.848 -0.02 0.013 0.009
Si 17.259 9.639 12.789 -0.011 0.007 -0.033
Si 17.275 13.544 12.898 -0.013 0.002 0.006
Si 5.701 1.953 12.959 0.015 -0.008 0.05
Si 5.735 5.877 12.888 -0.012 0.005 -0.029
Si 5.716 9.617 12.968 -0.002 0.013 0.008
Si 5.71 13.409 12.922 -0.007 -0.01 -0.026
Si 9.582 1.923 12.87 -0.029 -0.005 -0.031
Si 9.604 5.742 12.945 0.011 0.014 0.05
Si 9.626 9.645 12.86 -0.02 0.029 -0.012
Si 9.609 13.528 12.95 0.015 -0.011 0.012
Si 13.446 15.31 14.341 0.002 0.014 0.004
Si 13.4 3.89 14.273 -0.003 0.001 0.022
Si 13.417 7.656 14.335 -0.005 0.022 -0.017
Si 13.469 11.582 14.343 -0.006 -0.038 -0.01
Si 17.245 15.459 14.325 -0.002 -0.01 0.057
Si 17.248 3.721 14.176 0.024 0.01 0.048
Si 17.24 7.69 14.067 0.041 -0.007 0.006
Si 17.286 11.569 14.125 0.005 -0.006 0.012
Si 5.655 15.327 14.245 0.017 0.009 0.016
Si 5.737 3.992 14.228 -0.004 -0.015 0.002
Si 5.722 7.725 14.387 0.018 0 -0.014
Si 5.698 11.511 14.366 0.025 0.022 -0.026
Si 9.612 15.481 14.324 0.01 -0.031 -0.021
Si 9.573 3.767 14.296 -0.012 0.01 0.026
Si 9.659 7.733 14.209 -0.016 -0.02 0
Si 9.653 11.558 14.226 -0.012 0.014 -0.067
Si 15.347 15.364 15.781 -0.046 -0.032 -0.007
Si 15.347 3.728 15.584 -0.037 0.005 -0.036
Si 15.98 5.691 16.682 0.291 0.052 -0.596
Si 15.472 11.605 15.6 -0.049 -0.033 0.016
Si 3.776 15.376 15.714 0.043 -0.009 0.032
Si 4.44 2.024 16.777 0.262 -0.138 -0.568
Si 4.033 9.204 18.847 -0.411 0.041 -0.555
Si 3.678 11.519 15.65 0.036 -0.027 0.032
Si 7.589 15.451 15.553 0.043 -0.029 -0.007
Si 8.314 5.855 16.895 0.344 -0.205 -0.432
Si 7.789 7.751 15.616 -0.044 0.005 -0.002
Si 7.737 11.516 15.577 0.009 0.038 0.018
Si 11.55 15.409 15.743 -0.064 -0.003 0.016
Si 11.498 3.804 15.686 -0.01 0.024 0.004
Si 11.392 9.623 17.005 0.172 -0.069 -0.73
Si 11.535 11.568 15.682 0.001 0.007 0.042
Si 14.707 17.293 17.057 -0.324 -0.007 -0.527
Si 15.424 7.684 15.551 -0.025 0.022 0.084
Si 15.934 9.643 16.782 0.254 -0.105 -0.605
Si 16.022 13.429 17.041 0.026 0.049 0.047
Si 3.779 3.895 15.524 0.034 0.022 -0.04
Si 3.007 5.762 16.762 -0.032 -0.021 -0.045
Si 3.636 7.698 15.563 0.05 0.007 0.032
Si 3.077 13.416 16.931 -0.206 0.17 -0.605
Si 6.877 1.949 16.761 -0.037 -0.014 -0.006
Si 7.626 3.909 15.653 0.032 -0.029 -0.06
Si 8.248 9.656 16.954 -0.492 0.022 -0.177
Si 7.945 13.506 16.79 -0.144 -0.005 -0.763
Si 10.922 2.156 19.043 0.442 -0.175 -0.686
Si 10.829 5.709 16.954 -0.085 -0.068 -0.021
Si 11.494 7.642 15.717 0.084 0.006 0.044
Si 12.413 13.048 19.944 -0.096 -0.001 -0.105
Si 15.44 13.459 19.4 0.224 0.077 -0.724
Si 14.423 6.165 19.331 0.148 -0.045 -0.05
Si 7.082 9.909 18.913 0.211 -0.064 -0.586
Si 15.953 16.593 19.912 -0.008 0.062 -0.205
Si 3.753 16.91 19.683 -0.084 0.007 -0.016
Si 3.788 6.063 18.925 -0.303 -0.141 -0.584
Si 2.964 9.584 16.833 0.012 -0.006 -0.066
Si 4.212 13.92 19.799 -0.068 -0.029 -0.177
Si 7.751 2.238 18.871 -0.286 -0.149 -0.6
Si 6.717 5.226 19.379 0.051 0.069 -0.115
Si 6.328 10.077 23.137 -0.156 -0.107 0.036
Si 8.839 13.794 21.847 0.026 -0.036 -0.01
Si 12.167 1.923 17.027 0.046 0.026 0.02
Si 11.504 5.224 19.163 -0.05 0.274 -0.754
Si 13.849 9.22 18.98 -0.022 0.052 -0.106
Si 11.091 13.47 17.037 0.302 0.033 -0.798
Si 10.662 12.699 28.524 -0.099 0.008 0.054
Si 14.041 13.282 26.05 0.022 0.022 0.129
Si 16.537 13.902 24.415 0.121 0.087 0.054
Si 17.46 12.864 21.605 -0.026 -0.085 -0.075
Si 9.936 6.191 21.574 -0.097 0.027 -0.117
Si 16.871 5.671 21.142 -0.02 0.1 -0.124
Si 6.97 15.451 23.524 -0.048 0.039 -0.061
Si 7.414 4.769 22.126 -0.065 -0.031 -0.072
Si 8.532 8.982 21.247 0.017 -0.07 -0.148
Si 5.421 9.2 25.787 0.016 -0.052 -0.028
Si 7.043 5.263 25.179 -0.034 -0.012 0.06
Si 17.532 18.326 26.411 0.065 -0.339 -0.443
Si 12.474 6.887 23.161 0.079 0.115 0.01
Si 10.528 11.176 21.595 0.062 0.129 -0.065
Si 11.385 15.519 21.459 -0.112 0.032 -0.128
Si 8.977 13.254 26.159 0.022 -0.073 0.072
Si 11.484 11.813 25.927 -0.049 0.043 0.02
Si 17.087 15.787 31.306 0.086 0.156 0.673
Si 15.975 2.95 22.357 -0.085 -0.011 0.045
Si 12.192 9.726 23.875 0.039 -0.077 -0.064
Si 8.164 3.107 27.035 -0.096 0.096 -0.025
Si 14.228 8.994 21.993 -0.004 -0.07 -0.011
Si 17.622 16.861 24.593 -0.074 0.347 0.565
Si 6.226 11.95 25.387 0.044 -0.045 0.084
Si 13.523 4.115 24.097 0.079 0.003 -0.062
Si 17.309 9.368 28.458 -0.013 -0.037 0.041
Si 18.934 13.249 26.188 -0.011 -0.011 0.057
Si 10.353 4.838 28.5 -0.007 0.001 0.118
Si 11.941 17.02 24.128 0.034 0.018 0.039
Si 4.794 15.839 25.571 0.015 0.034 -0.004
Si 6.147 17.354 21.329 -0.008 0.083 -0.112
Si 14.699 3.509 26.829 0.048 -0.033 -0.008
Si 7.007 12.931 19.58 -0.042 -0.074 -0.156
Si 13.424 16.162 26.742 -0.078 0.026 0.044
Si 9.116 16.291 25.261 -0.014 0.012 0.053
Si 4.152 5.389 26.535 -0.023 -0.028 0.109
Si 14.585 10.821 28.012 0.01 -0.094 0.106
Si 17.078 8.088 22.982 -0.067 -0.003 0.023
Si 3.572 10.156 21.716 -0.023 -0.001 -0.037
Si 12.883 8.349 28.439 0.042 -0.005 0.108
Si 19.113 11.623 28.864 0.061 -0.006 0.142
Si 18.234 17.867 29.246 -0.031 -0.035 0.081
Si 9.97 7.802 28.356 0.002 0.071 0.076
Si 11.894 15.42 29.143 -0.017 0.172 0.17
Si 7.433 7.364 27.132 0.062 0.031 0.069
Si 5.638 6.149 29.13 0.019 0.079 0.021
Si 17.997 7.992 25.864 0.052 -0.001 0.027
Si 13.26 5.286 28.69 -0.028 0.066 0.11
Si 15.395 13.474 0.657 -0.018 0.001 0.014
Si 15.387 1.935 0.647 -0.018 -0.002 0.013
Si 15.385 5.776 0.647 0 -0.008 0.012
Si 15.383 9.612 0.642 -0.016 0.007 0.009
Si 3.782 13.473 0.653 0.014 -0.011 0.014
Si 3.775 1.934 0.654 0.014 0.006 0.018
Si 3.773 5.783 0.649 0.024 -0.003 0.013
Si 3.769 9.616 0.657 0.008 0.002 0.015
Si 7.691 13.471 0.651 -0.026 0.001 0.017
Si 7.691 1.945 0.651 -0.021 -0.008 0.013
Si 7.682 5.786 0.643 -0.01 0 0.01
Si 7.688 9.616 0.65 -0.007 0.003 0.013
Si 11.473 13.475 0.656 0.002 -0.005 0.01
Si 11.473 1.936 0.649 0.026 0.004 0.009
Si 11.464 5.778 0.654 0.019 0.005 0.016
Si 11.469 9.613 0.651 0.017 -0.004 0.016
Si 1.895 13.471 2.049 0 0.005 0.004
Si 1.887 1.935 2.045 0.004 0.008 0.006
Si 1.886 5.78 2.044 0.003 0 0.005
Si 1.88 9.617 2.045 0.007 -0.004 0.001
Si 5.737 13.474 1.984 0.002 0.009 -0.011
Si 5.734 1.935 1.984 -0.001 -0.002 -0.007
Si 5.73 5.779 1.982 -0.004 -0.007 -0.012
Si 5.731 9.62 1.984 -0.003 -0.004 -0.016
Si 9.58 13.472 2.043 -0.002 -0.002 0.004
Si 9.582 1.936 2.041 -0.002 -0.002 0.006
Si 9.572 5.782 2.04 -0.001 0.001 0.006
Si 9.578 9.618 2.042 0.003 -0.006 -0.001
Si 13.432 13.472 1.983 0.006 -0.002 -0.015
Si 13.429 1.933 1.981 0 0 -0.012
Si 13.426 5.778 1.979 -0.006 0.008 -0.015
Si 13.428 9.618 1.979 -0.006 -0.002 -0.011
Si 1.891 15.398 3.396 -0.002 0 0.004
Si 1.888 3.857 3.397 0.001 -0.002 0.006
Si 1.886 7.699 3.402 -0.005 0.002 0.004
Si 1.888 11.543 3.395 -0.01 -0.003 0.003
Si 5.736 15.397 3.355 -0.002 -0.003 0.002
Si 5.732 3.858 3.356 0 0.004 0.001
Si 5.733 7.699 3.359 0.008 -0.005 -0.002
Si 5.734 11.547 3.352 -0.001 0.003 -0.004
Si 9.578 15.398 3.391 -0.007 0 0.002
Si 9.577 3.858 3.392 0.002 0.002 0.001
Si 9.577 7.701 3.399 0.006 0.003 0.004
Si 9.58 11.544 3.39 0.002 -0.006 0.001
Si 13.427 15.396 3.353 -0.009 0 -0.002
Si 13.426 3.855 3.353 0.008 0 -0.002
Si 13.425 7.698 3.355 0.01 -0.001 0
Si 13.428 11.546 3.348 -0.003 0.002 -0.001
Si 15.343 15.396 4.733 0.021 0 -0.001
Si 15.34 3.854 4.734 0.019 0.002 0.001
Si 15.338 7.699 4.738 0.007 -0.001 0.003
Si 15.34 11.546 4.733 0.009 0.002 0.001
Si 3.824 15.396 4.739 -0.011 0.005 0.003
Si 3.821 3.856 4.741 -0.011 -0.002 0.004
Si 3.821 7.7 4.744 -0.01 0 0.001
Si 3.822 11.545 4.737 -0.009 -0.001 -0.001
Si 7.65 15.397 4.737 0.016 0 -0.001
Si 7.648 3.857 4.737 0.015 -0.008 0
Si 7.647 7.701 4.743 0.007 0 0.001
Si 7.65 11.546 4.734 0.01 0.004 -0.002
Si 11.509 15.396 4.732 -0.02 -0.003 -0.001
Si 11.508 3.856 4.734 -0.019 0.001 0.001
Si 11.511 7.7 4.739 -0.013 0.001 0.003
Si 11.513 11.547 4.73 -0.013 0 0
Si 15.349 13.471 6.092 -0.022 0 0.002
Si 15.348 1.93 6.095 -0.026 0.005 0
Si 15.345 5.775 6.098 -0.014 0.003 0.001
Si 15.34 9.625 6.097 -0.011 -0.002 -0.001
Si 3.815 13.469 6.099 0.012 -0.003 0.001
Si 3.819 1.932 6.102 0.016 0.002 0.004
Si 3.815 5.777 6.108 0.01 -0.002 0.003
Si 3.821 9.626 6.105 0.007 0 0.002
Si 7.66 13.469 6.095 -0.014 -0.003 -0.001
Si 7.657 1.933 6.099 -0.02 0.001 -0.001
Si 7.658 5.777 6.104 -0.008 -0.002 0
Si 7.652 9.627 6.103 -0.005 -0.002 0.004
Si 11.499 13.471 6.092 0.014 -0.002 -0.003
Si 11.498 1.93 6.095 0.021 -0.002 -0.003
Si 11.5 5.775 6.1 0.02 0 0.001
Si 11.509 9.628 6.096 0.014 0.002 0.001
Si 1.886 13.471 7.46 0 -0.002 0
Si 1.888 1.929 7.457 0.009 0 0.001
Si 1.881 5.774 7.463 -0.005 0.005 -0.001
Si 1.883 9.626 7.45 -0.006 -0.003 -0.006
Si 5.742 13.466 7.454 0.003 0.008 -0.006
Si 5.742 1.933 7.464 0.008 -0.005 0.001
Si 5.74 5.778 7.466 -0.002 -0.003 0
Si 5.74 9.628 7.477 -0.006 0.003 0.002
Si 9.579 13.471 7.468 -0.006 -0.005 -0.007
Si 9.576 1.93 7.469 -0.01 -0.001 -0.002
Si 9.58 5.775 7.476 -0.001 0.006 0.001
Si 9.584 9.631 7.458 0.003 0 -0.006
Si 13.423 13.471 7.442 -0.004 0.005 0
Si 13.421 1.927 7.448 0 -0.003 0
Si 13.422 5.773 7.454 0.007 -0.005 0.003
Si 13.423 9.627 7.466 0.001 0.002 0.001
Si 1.888 15.395 8.826 -0.005 -0.001 0.003
Si 1.882 3.847 8.827 -0.007 0.011 -0.002
Si 1.879 7.708 8.815 0 0.016 -0.005
Si 1.881 11.542 8.821 -0.002 -0.02 0.002
Si 5.749 15.387 8.809 -0.003 -0.005 -0.007
Si 5.743 3.856 8.824 0.002 -0.009 -0.002
Si 5.745 7.697 8.83 0 -0.014 0.008
Si 5.745 11.559 8.833 0.002 0.012 0.005
Si 9.572 15.394 8.839 0.011 -0.007 0.006
Si 9.575 3.848 8.846 0.007 0 0.007
Si 9.588 7.713 8.827 0 0.011 -0.006
Si 9.582 11.546 8.837 0.004 -0.003 -0.008
Si 13.418 15.389 8.799 -0.006 0.01 -0.009
Si 13.416 3.846 8.805 -0.004 -0.008 -0.007
Si 13.42 7.693 8.813 0.001 -0.004 -0.001
Si 13.424 11.563 8.813 0.001 0.011 -0.001
Si 15.327 15.39 10.164 0.002 0 -0.003
Si 15.326 3.829 10.17 0.004 -0.003 -0.007
Si 15.335 7.699 10.172 0.014 0.005 -0.016
Si 15.336 11.556 10.181 0.004 0.004 -0.017
Si 3.836 15.39 10.165 0.007 -0.002 -0.008
Si 3.821 3.855 10.175 -0.007 -0.003 -0.001
Si 3.808 7.7 10.167 -0.03 0.003 -0.008
Si 3.812 11.553 10.176 -0.021 0.002 -0.013
Si 7.643 15.385 10.206 -0.015 -0.011 0
Si 7.646 3.857 10.215 0.003 0.001 0.004
Si 7.67 7.715 10.197 0.011 -0.001 0
Si 7.662 11.553 10.212 0.003 0.001 0.001
Si 11.513 15.394 10.18 0.007 -0.003 -0.005
Si 11.515 3.843 10.191 0.009 -0.01 -0.001
Si 11.512 7.7 10.192 0.004 0.003 -0.003
Si 11.515 11.562 10.189 -0.005 0.005 -0.007
O 7.899 4.686 31.584 -0.102 0.335 0.081
O 7.601 7.849 31.397 0.073 -0.284 0.323
O 5.421 12.204 31.848 0.117 0.308 -0.362
O 7.665 12.101 30.574 -0.102 0.388 -0.081
O 5.571 15.657 31.779 -0.102 -0.372 -0.267
O 8.084 15.786 30.938 -0.124 -0.596 -0.169
O 15.558 4.334 31.451 0.1 -0.145 0.235
O 15.213 7.551 31.369 -0.108 -0.575 0.261
O 13.137 12.205 31.731 -0.341 0.043 -0.303
O 15.683 12.356 31.073 -0.098 0.513 0.137
O 15.502 16.161 31.238 0.145 -0.076 0.077
O 4.627 17.671 20.822 -0.336 0.279 0.368
O 15.372 17.298 21.256 -0.618 -0.156 0.065
O 15.283 5.497 18.15 0.031 -0.317 0.127
O 13.965 9.648 20.535 -0.136 0.529 0.052
O 3.874 2.331 18.292 -0.078 0.179 0.082
O 5.14 5.16 19.03 -0.131 -0.464 -0.178
O 3.357 9.91 20.135 -0.334 0.27 -0.059
O 5.559 13.165 20.241 -0.148 -0.29 0.644
O 3.601 13.21 18.48 -0.074 -0.45 0.19
O 9.335 17.293 18.78 -0.002 -0.005 -0.198
O 7.546 6.157 18.343 0.133 0.509 0.313
O 5.503 9.828 18.61 -0.045 0.317 -0.269
O 6.936 13.511 18.073 -0.494 0.118 -0.007
O 9.485 13.513 17.358 -0.04 -0.174 0.537
O 13.078 5.315 19.603 -0.041 -0.405 0.271
O 15.156 9.811 18.23 0.165 0.421 0.118
O 7.385 11.366 19.572 0.457 -0.061 0.465
O 11.784 13.434 18.506 0.088 0.283 0.279
O 13.983 12.801 19.68 0.172 -0.353 0.046
O 17.719 3.833 29.949 0.232 0.276 -0.465
O 17.35 6.215 30.767 0.277 -0.08 -0.506
O 18.762 10.091 28.456 0.506 -0.159 -0.191
O 18.159 11.921 30.129 0.161 -0.235 -0.138
O 4.793 12.675 25.351 -0.048 -0.027 -0.604
O 17.371 14.26 30.876 0.105 -0.12 -0.292
O 17.951 16.66 30.26 0.363 -0.329 -0.15
O 4.414 18.012 28.901 0.185 0.523 -0.032
O 5.349 7.495 29.999 -0.381 -0.019 -0.011
O 6.824 3.268 22.012 0.059 -0.182 0.223
O 5.281 11.852 29.266 0.203 0.075 -0.388
O 6.136 9.909 30.733 0.085 0.104 -0.017
O 6.509 17.947 31.059 0.179 -0.149 0.15
O 10.08 4.951 30.086 0.061 0.363 0.124
O 5.52 5.261 25.7 -0.146 0.011 -0.278
O 9.801 7.807 29.959 0.109 -0.342 -0.063
O 9.069 10.016 31.072 0.139 0.007 -0.038
O 10.22 12.051 29.919 0.305 0.18 0.098
O 9.443 18.004 30.925 -0.228 -0.075 -0.405
O 10.56 15.913 29.906 -0.185 0.066 -0.102
O 13.294 6.806 28.128 0.026 0.161 -0.418
O 13.366 5.262 30.308 -0.405 0.583 0.21
O 13.053 8.529 30.044 -0.434 -0.089 -0.008
O 9.358 13.265 27.738 -0.274 0.403 0.075
O 13.926 11.421 29.362 -0.575 0.146 -0.181
O 14.492 11.973 26.892 -0.058 0.069 -0.057
O 13.644 18.032 30.868 -0.199 -0.017 -0.364
O 13.203 15.582 30.078 0.357 -0.266 -0.134
O 11.397 11.634 27.542 0.359 -0.445 0.361
O 15.512 15.033 19.853 -0.363 0.165 0.085
O 13.914 7.616 18.867 -0.389 -0.194 -0.338
O 15.45 6.22 20.574 -0.326 0.443 0.41
O 18.133 11.486 22.103 -0.122 -0.108 0.5
O 15.791 8.777 22.292 0.013 0.165 -0.095
O 16.437 12.615 20.372 -0.122 -0.428 -0.065
O 5.934 8.976 24.264 0.249 -0.654 -0.105
O 3.837 16.547 24.466 0.348 0.173 -0.584
O 4.21 7.617 19.143 0.097 0.034 0.248
O 3.213 13.864 21.055 -0.011 0.456 0.446
O 7.452 3.795 19.236 0.108 0.04 0.238
O 7.07 16.815 20.102 -0.036 -0.735 0.021
O 7.697 9.622 22.458 0.118 0.018 0.416
O 6.786 5.684 20.933 -0.338 0.464 0.079
O 8.133 13.718 20.403 0.173 0.534 -0.09
O 9.887 15.02 21.802 -0.412 0.196 0.323
O 12.28 14.274 20.977 0.424 -0.02 0.396
O 11.089 3.697 19.495 -0.233 0.117 0.565
O 9.412 3.75 27.809 0.021 -0.343 -0.071
O 11.164 6.172 22.597 0.011 -0.313 0.274
O 11.666 11.764 20.594 0.044 -0.199 -0.242
O 9.824 9.659 17.504 0.021 -0.062 0.289
O 17.588 13.067 25.322 -0.181 -0.369 0.175
O 17.22 6.573 22.436 0.296 -0.296 0.403
O 16.709 4.135 21.559 0.146 -0.235 -0.076
O 11.73 13.859 28.816 0.501 -0.307 -0.149
O 8.075 16.506 24.043 -0.013 0.624 -0.417
O 7.436 12.821 25.988 -0.331 0.342 0.276
O 13.397 7.589 22.02 0.144 -0.205 -0.476
O 19.261 14.814 26.41 -0.103 0.371 0.399
O 10.089 6.281 27.844 -0.166 -0.008 -0.447
O 5.996 15.115 24.774 0.212 -0.583 0.043
O 18.586 6.495 25.863 -0.145 -0.249 -0.485
O 3.817 9.067 25.749 -0.217 0.286 -0.08
O 12.146 16.22 27.752 -0.458 0.254 -0.153
O 7.83 6.54 25.8 0.416 0.304 -0.219
O 10.494 16.967 24.814 -0.12 0.379 0.273
O 5.959 10.635 26.299 0.065 0.122 0.714
O 7.796 3.93 25.693 0.138 -0.377 -0.468
O 14.48 17.322 27.162 0.507 -0.249 0.036
O 14.81 3.558 23.292 -0.185 -0.112 -0.011
O 13.675 3.984 25.694 -0.253 0.232 -0.053
O 11.128 10.409 22.88 -0.064 0.231 0.101
O 11.385 16.608 20.272 0.092 0.104 0.079
O 9.593 12.391 22.127 -0.277 0.011 0.623
O 9.255 14.716 25.55 0.098 -0.042 -0.065
O 9.995 12.216 25.417 -0.274 -0.127 -0.499
O 8.57 16.996 26.604 0.026 -0.332 0.294
O 16.146 10.476 28.255 0.104 0.32 0.044
O 9.696 10.026 20.817 0.327 -0.009 -0.341
O 4.467 5.834 28.063 -0.39 -0.01 0.084
O 14.616 10.037 31.517 0.582 0.038 0.091
O 16.99 8.112 24.6 -0.495 0.175 0.155
O 15.038 13.454 24.795 -0.316 -0.042 -0.535
O 14.091 14.684 26.875 0.388 -0.018 0.448
O 18.752 12.574 27.625 -0.059 0.331 0.138
O 6.887 18.43 28.035 -0.162 0.533 0.414
O 13 16.431 25.204 0.406 -0.28 -0.358
O 5.713 4.912 30.148 -0.252 -0.053 -0.042
O 6.163 16.142 29.183 0.134 -0.516 -0.157
O 12.031 10.441 25.3 -0.012 -0.258 0.454
O 13.815 9.425 27.662 -0.049 -0.117 -0.717
O 18.391 8.913 22.558 0.245 -0.057 0.132
O 16.176 3.806 26.269 -0.063 0.351 -0.489
O 11.912 4.501 28.253 0.069 -0.387 -0.335
O 18.792 3.963 26.445 0.196 -0.078 -0.111
O 17.221 8.297 27.25 -0.256 -0.444 -0.029
O 13.648 9.936 23.181 0.496 0.611 0.268
O 11.336 8.59 28.009 -0.103 0.524 -0.311
O 8.639 8.357 27.596 -0.03 0.598 -0.181
O 14.502 4.427 28.137 0.207 0.112 0.111
O 17.101 8.661 29.891 0.217 0.146 -0.079
O 7.544 8.781 19.983 -0.031 -0.585 0.13
O 18.066 5.715 20.054 -0.027 -0.109 0.118
O 7.056 6.342 28.345 0.555 -0.315 0.254
O 12.519 13.014 25.552 -0.212 0.417 -0.332
O 6.055 8.141 26.815 -0.109 -0.125 0.259
O 12.461 9.688 18.265 -0.119 0.081 0.424
O 17.57 16.735 20.005 0.009 0.044 0.246
O 15.364 17.327 18.58 0.232 0.134 0.224
O 10.551 6.16 20.081 -0.052 0.626 -0.062
O 12.014 8.122 24.122 -0.372 -0.214 0.343
O 5.151 10.264 22.043 0.075 0.02 -0.142
O 7.04 5.347 23.577 -0.077 0.437 -0.122
O 5.371 16.857 26.679 0.127 0.008 -0.305
O 13.32 5.693 23.831 0.381 0.057 0.288
O 17.464 17.58 27.857 -0.437 -0.543 0.106
O 9.109 7.563 21.727 -0.377 0.042 0.37
O 16.76 15.483 24.699 -0.195 0.179 0.057
O 16.738 13.575 22.852 -0.271 0.277 -0.109
O 6.585 11.488 23.884 0.296 0.341 -0.559
O 17.101 17.62 23.264 0.235 0.178 -0.105
O 12.03 16.126 22.796 0.414 0.01 0.013
O 4.459 15.471 19.451 0.55 0.033 -0.385
O 7.72 14.121 22.978 0.032 -0.493 0.021
O 6.081 16.141 22.38 -0.274 -0.275 0.021
O 12.267 3.169 23.717 -0.244 0.179 -0.552
O 9.021 4.894 21.912 0.416 -0.421 -0.069

Results
total energy: -108210.305 eV
total energy less fixed offsets of O -438.35, Si -107.03 eV per atom: -2.315 eV
